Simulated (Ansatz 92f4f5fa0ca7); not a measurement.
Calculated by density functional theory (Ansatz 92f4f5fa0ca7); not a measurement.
Periodic cell of 213 atoms, Si131O78B1H3, from a study of silicon, its oxide and their interface. The atomic structure is a simulated model.

Settings
functional: PBE
potential files: Ansatz PAW
basis: plane waves
wave-function cutoff: 700 eV
density cutoff ratio: 5
exchange-correlation grid ratio: 1
k mesh: 2 x 2 x 1, shifted by 0.5 0.5 0.5 of a step
self-consistency stop: 5e-08 eV per atom in the density residual
occupations: fixed
spin: none
net charge: 0

Cell vectors (angstrom)
a	10.938	0	0
b	0	10.938	0
c	0	0	31.231

Atoms: element, x, y, z (angstrom)
Si	10.4327	0.5441	23.7551
Si	6.1137	10.3369	23.871
Si	2.2679	3.114	23.7689
Si	8.6358	2.3691	23.8035
Si	0.6545	4.9745	23.8528
Si	4.993	5.9393	23.8775
Si	3.2811	7.6383	23.9048
Si	7.7884	8.5329	23.8324
Si	1.2841	1.4109	25.0731
Si	6.9521	1.2756	25.0658
Si	4.0567	4.0922	25.0235
Si	9.7032	4.0703	25.0393
Si	1.516	6.7252	25.1658
Si	6.7828	6.8549	25.1293
Si	4.2191	9.4853	25.0414
Si	9.561	9.6101	24.9909
Si	2.7537	-0.0265	26.2997
Si	8.2715	-0.0278	26.5232
Si	0.0257	2.7507	26.5509
Si	5.4972	2.6972	26.3133
Si	2.797	5.3869	26.5864
Si	8.2445	5.4429	26.3406
Si	0.0401	8.196	26.3182
Si	5.4986	8.2101	26.5717
Si	4.1068	1.3535	27.7192
Si	9.6047	1.3575	27.8737
Si	1.3857	4.0839	27.9137
Si	6.8605	4.0743	27.7309
Si	4.1399	6.8133	27.891
Si	9.5865	6.8444	27.7297
Si	1.3926	9.5597	27.7318
Si	6.8726	9.5818	27.8823
Si	0.0398	-0.0293	29.1769
Si	5.4571	0.0176	29.1715
Si	2.7689	2.6931	29.1878
Si	8.2	2.7317	29.1766
Si	-0.0141	5.4908	29.1785
Si	5.5162	5.4295	29.1832
Si	2.7297	8.204	29.1749
Si	8.2347	8.1782	29.1809
Si	1.3673	1.3673	30.5472
Si	6.8362	1.3673	30.5472
Si	4.1018	4.1018	30.5472
Si	9.5708	4.1018	30.5472
Si	1.3673	6.8362	30.5472
Si	6.8362	6.8362	30.5472
Si	4.1018	9.5708	30.5472
Si	9.5708	9.5708	30.5472
Si	2.7345	0	0.6835
Si	8.2035	0	0.6835
Si	0	2.7345	0.6835
Si	5.469	2.7345	0.6835
Si	2.7345	5.469	0.6835
Si	8.2035	5.469	0.6835
Si	0	8.2035	0.6835
Si	5.469	8.2035	0.6835
Si	4.0525	1.413	2.0575
Si	9.5702	1.3597	2.036
Si	1.3842	4.0827	2.0471
Si	6.7982	4.1422	2.0628
Si	4.115	6.8227	2.043
Si	9.5292	6.8784	2.054
Si	1.3469	9.5944	2.0533
Si	6.8329	9.5694	2.0588
Si	-0.0267	0.0158	3.4668
Si	5.4312	0.0305	3.3497
Si	2.7186	2.7674	3.5284
Si	8.1907	2.7444	3.3409
Si	-0.0007	5.4892	3.3151
Si	5.4316	5.4914	3.5124
Si	2.7512	8.2164	3.3442
Si	8.1474	8.2056	3.5075
Si	1.3022	1.3987	4.8857
Si	6.7901	1.4054	4.688
Si	4.0795	4.1462	4.9638
Si	9.5849	4.1156	4.6427
Si	1.3882	6.8272	4.6454
Si	6.7678	6.8561	4.9483
Si	4.096	9.5849	4.7074
Si	9.5106	9.6116	4.857
Si	2.7112	-0.0468	6.1106
Si	8.1145	0.1215	6.1565
Si	-0.1019	2.825	6.1837
Si	5.5403	2.7788	6.2795
Si	2.6584	5.5971	6.2446
Si	8.0957	5.2703	6.1406
Si	-0.0289	8.099	6.0084
Si	5.3836	8.3323	6.2801
Si	4.4858	0.8764	7.3827
Si	8.8337	2.1002	7.2374
Si	0.8011	4.6515	7.3845
B	7.3653	3.4891	6.7514
Si	3.5224	7.4591	7.4985
Si	9.98	6.2717	7.2202
Si	1.6607	9.1117	7.3177
Si	6.2916	10.254	7.4158
H	8.9876	1.9169	8.7194
O	3.9653	0.838	8.9743
O	6.5813	10.3856	9.07
O	0.8359	9.656	8.6712
O	3.9636	7.1079	9.0666
O	9.7583	6.7173	8.7974
O	0.9928	4.516	9.0356
H	2.8238	7.9382	22.5157
H	5.3854	5.6125	22.4667
O	7.9864	3.1553	22.4295
O	0.1525	11.0616	22.2838
O	0.5025	5.668	22.3353
O	2.5838	2.5144	22.2287
O	5.8944	-0.1451	22.3012
O	8.1479	7.8788	22.3286
Si	10.9905	9.2135	13.9775
Si	5.9002	8.1387	16.3968
Si	9.1698	0.9514	19.1484
Si	3.25	7.1126	17.556
Si	2.2913	4.5811	18.9928
Si	0.7164	2.4293	14.558
Si	7.1644	5.7621	11.5881
Si	8.6468	3.1564	20.9331
Si	5.5089	3.3459	12.0111
Si	1.2492	3.684	10.4007
Si	2.4639	0.763	18.2908
Si	2.968	9.391	19.712
Si	5.9713	3.5719	16.1416
Si	3.1314	2.2913	20.7152
Si	7.2884	5.9653	14.6283
Si	6.1747	1.2319	14.2981
Si	9.9778	4.7994	15.6395
Si	8.3619	3.6432	18.0716
Si	10.7262	1.5028	11.7216
Si	4.0061	10.0067	14.6558
Si	3.6047	1.5542	10.3842
Si	6.8062	9.3889	10.3307
Si	5.1413	-0.1714	20.8767
Si	0.545	9.6045	10.2605
Si	2.4715	10.0776	12.213
Si	8.9218	7.8859	20.8891
Si	7.2805	9.5629	18.8718
Si	8.4381	10.6917	12.8265
Si	3.0574	5.3938	12.3945
Si	10.7688	5.2871	20.9034
Si	9.1762	7.4382	10.1069
Si	1.4805	6.6272	14.9022
Si	4.716	7.2266	10.5023
Si	2.8991	3.0945	16.5093
Si	1.163	10.6746	16.0375
Si	0.116	10.3079	20.8433
O	7.84	8.281	9.7341
O	10.0527	9.0414	20.9346
O	8.0934	4.0437	19.6546
O	4.8258	7.2468	17.2102
O	11.0205	9.5461	15.586
O	9.3635	4.577	17.1537
O	3.1927	1.6091	17.1114
O	4.1145	9.4585	20.8833
O	0.7479	1.9873	12.9849
O	8.4907	1.5817	20.506
O	3.2876	3.7761	20.0286
O	0.9603	5.1845	19.7219
O	3.1373	0.502	11.5684
O	2.3764	7.2282	16.1599
O	6.0357	2.3033	13.113
O	8.4717	10.5935	18.4881
O	6.6696	9.0798	17.4564
O	5.0775	9.0004	15.3041
O	6.2285	10.4741	19.7104
O	3.6546	6.7262	11.6434
O	0.6343	7.6811	13.9447
O	10.3155	8.5062	10.6545
O	10.3854	3.405	14.8817
O	4.7418	0.4881	14.4256
O	1.9549	9.1398	10.9801
O	9.4881	9.5324	13.3796
O	2.6707	10.2411	15.5582
O	4.4648	1.3351	20.739
O	6.029	6.258	10.5247
O	2.0781	1.5759	19.6607
O	3.5332	10.5578	18.7041
O	4.9168	2.4384	10.7923
O	0.5349	1.1012	15.4437
O	2.3712	2.5564	10.0955
O	4.3054	4.329	12.5552
O	6.3759	4.68	15.0233
O	2.7447	8.1356	18.725
O	8.8647	5.5696	14.7315
O	5.3506	8.731	10.7531
O	6.8884	4.1485	11.6028
O	6.9325	6.3819	13.0902
O	0.212	0.2063	10.774
O	6.8434	3.7733	17.4955
O	1.1913	-0.0372	17.6456
O	10.1667	3.7654	21.0884
O	6.391	2.0657	15.6762
O	9.2553	1.0866	12.31
O	7.8402	8.2656	19.7113
O	1.884	3.7387	17.6346
O	1.8151	4.7116	11.5546
O	4.366	3.7838	16.3687
O	2.1493	3.0881	15.0488
O	1.576	9.7124	20.469
O	7.4983	10.1152	11.6175
O	10.6031	0.4297	19.6959
O	3.5771	9.4	13.1947
O	10.8008	2.8669	10.7994
O	9.6385	6.4366	20.5703
O	6.9863	7.2154	15.6205
O	1.109	10.2011	13.1717
O	7.43	0.2161	14.0322
O	0.3912	5.699	15.6811
O	9.11	2.1677	18.0472
O	2.4775	5.8342	13.8667
O	8.6736	6.2482	11.1372
O	3.216	5.7269	18.3635

Results
free energy: -127856.347 eV
free energy less fixed offsets of B -155.45, H -17.10, O -569.03, Si -635.61 eV per atom: -0.347 eV

Forces (eV/angstrom), in the order of the atoms: element, x, y, z
Si	-0.006	0.0389	-0.0506
Si	0.0371	-0.0342	-0.0564
Si	-0.0344	0.024	-0.0572
Si	0.0099	-0.0216	-0.056
Si	0.0404	-0.0105	-0.0501
Si	-0.0109	0.0314	-0.0253
Si	0.0232	-0.0411	-0.0342
Si	-0.0387	0.0288	-0.061
Si	-0.0122	0.0141	-0.0171
Si	0.0028	-0.0149	-0.0167
Si	-0.0141	0.0365	-0.0048
Si	0.0425	-0.0044	-0.0103
Si	0.0153	0.0038	-0.0182
Si	-0.0311	-0.0086	-0.021
Si	0.0153	-0.0273	0.0066
Si	-0.0232	0.026	0.0055
Si	0.0061	-0.0133	0.0664
Si	0.0048	0.0031	-0.025
Si	0.0005	-0.0104	-0.0282
Si	0.0016	0.0039	0.0765
Si	-0.0037	-0.0129	-0.0106
Si	-0.001	-0.006	0.0757
Si	-0.0091	0.0129	0.0628
Si	0.0089	0.0036	-0.0058
Si	-0.0018	0.0027	0.0058
Si	-0.0058	-0.0054	-0.0074
Si	0.008	0.0084	0.0135
Si	-0.0006	-0.0065	-0.0034
Si	0.0031	-0.0083	-0.0039
Si	0.0005	0.0038	0.0056
Si	0.0071	-0.0013	0.0043
Si	-0.0159	-0.0114	0.0029
Si	0.0214	-0.0179	-0.024
Si	-0.0053	0.0155	-0.0118
Si	0.0112	-0.0221	-0.0237
Si	-0.0253	0.0227	-0.0202
Si	-0.0147	0.0077	-0.015
Si	0.0176	-0.0177	-0.02
Si	-0.0236	0.0265	-0.0183
Si	0.0205	-0.011	-0.0176
Si	0.159	-0.2313	0.0128
Si	-0.1227	0.0686	0.0328
Si	0.1978	-0.1682	-0.0571
Si	-0.0834	0.1145	-0.0175
Si	-0.106	0.0863	0.0473
Si	0.2309	-0.132	-0.028
Si	-0.0438	0.0699	-0.041
Si	0.2014	-0.1159	-0.0658
Si	-0.2109	0.1971	0.0662
Si	0.0151	-0.1674	-0.0742
Si	0.1215	-0.0987	-0.0903
Si	-0.1616	0.2057	0.1423
Si	0.0756	-0.0974	-0.0802
Si	-0.1814	0.1662	0.1035
Si	-0.151	0.1933	0.0805
Si	0.0832	-0.0551	-0.061
Si	-0.0151	0.014	0.0162
Si	0.0249	-0.0276	0.0224
Si	0.0151	-0.0152	0.0157
Si	-0.0244	0.0251	0.0256
Si	0.0304	-0.0324	0.0153
Si	-0.0174	0.0228	0.0154
Si	-0.0307	0.0289	0.0274
Si	0.0171	-0.0203	0.0133
Si	0.0004	0.0029	0.0029
Si	-0.0125	-0.0001	-0.0067
Si	-0.0047	0.0016	0.0048
Si	-0.0132	0.0175	0.0028
Si	0.0091	0.0052	-0.0138
Si	0.0011	-0.0045	0.0016
Si	0.0006	-0.0057	0.0018
Si	-0.0085	0.0075	-0.0037
Si	-0.0188	0.0004	-0.0757
Si	-0.0147	0.0211	0.0787
Si	0.033	0.008	-0.066
Si	-0.048	-0.006	0.0748
Si	0.0209	-0.0244	0.0283
Si	-0.0064	-0.0088	-0.0562
Si	0.0151	-0.0114	0.0312
Si	-0.008	0.0297	-0.0507
Si	-0.0021	-0.0266	0.0223
Si	-0.0191	0.007	-0.0064
Si	-0.0345	0.0126	0.0015
Si	-0.009	-0.0524	-0.056
Si	-0.002	0.0208	-0.004
Si	0.0526	0.0184	-0.0325
Si	0.0262	-0.0014	0.0373
Si	-0.0189	0.01	-0.007
Si	0.0211	-0.0355	0.0519
Si	-0.0298	0.0177	0.0778
Si	-0.0617	0.0165	0.0492
B	0.0897	-0.0534	0.0433
Si	-0.0183	0.0185	0.0361
Si	0.0423	-0.0186	0.0445
Si	0.0059	-0.0104	0.0494
Si	-0.0153	0.0593	0.0481
H	0.0021	0.0029	-0.0262
O	0.0022	0.02	0.0037
O	-0.0051	-0.029	-0.0017
O	0.0093	-0.0115	-0.0001
O	0.0047	0.0088	-0.0067
O	-0.0165	0.0015	0.0081
O	0.0109	-0.0132	0.0022
H	-0.0028	0.0078	0.0062
H	0.0006	-0.0065	0.0065
O	0.0261	-0.0119	0.0149
O	-0.019	-0.0094	0.0009
O	-0.0234	-0.0237	-0.011
O	0.0087	0.0081	0.0055
O	-0.0157	-0.0109	-0.0004
O	0.0188	0.0154	-0.0067
Si	-0.0049	-0.0039	0.0002
Si	0.0033	0.0008	0.0012
Si	0.0011	0.0002	-0.003
Si	0.0011	-0.0002	0.0015
Si	-0.0005	0.0025	0.0033
Si	0	0.0026	-0.0034
Si	0.0047	-0.0032	0.0001
Si	0.0022	0.003	-0.0008
Si	0.0045	-0.0013	-0.0006
Si	-0.0063	-0.0019	0.0073
Si	-0.0008	-0.0003	-0.0009
Si	0.0055	-0.0025	0.003
Si	0.0009	-0.0008	0.0031
Si	0.0045	0.0008	-0.0044
Si	0.0009	0.0045	-0.0025
Si	0.0022	-0.001	0.0032
Si	-0.001	0.0012	0.0015
Si	-0.0001	0.0045	-0.0003
Si	-0.0038	0.0064	-0.0059
Si	0.0007	-0.0024	-0.0016
Si	0.0025	0.0003	0.001
Si	-0.0012	0.0031	0.0021
Si	0.0009	-0.001	0.0026
Si	-0.0028	0.0004	-0.0001
Si	0.0049	-0.0036	-0.0003
Si	-0.0029	-0.0056	-0.001
Si	-0.0016	-0.0026	-0.0032
Si	-0.0023	-0.0004	0.0012
Si	-0.0032	-0.0005	0.0052
Si	-0.0003	0.0013	0
Si	0.0012	-0.009	-0.0008
Si	0.0024	-0.0005	-0.0014
Si	0.0021	0.0029	0.0099
Si	0.0002	0.0007	-0.0022
Si	-0.0033	-0.0039	0.0058
Si	0.001	-0.0025	-0.0072
O	0.0151	0.0045	0.0206
O	-0.0043	0.0016	-0.0038
O	0.0093	-0.0294	-0.0053
O	-0.0042	0.0208	-0.0166
O	0.0162	0.0114	-0.0199
O	-0.0115	-0.0087	-0.0218
O	-0.0201	0.0026	0.0025
O	0.0122	0.0106	0.0013
O	-0.0158	-0.0035	0.0277
O	-0.0022	0.012	-0.0194
O	-0.0189	-0.0027	-0.0009
O	0.0074	-0.0083	0.0069
O	-0.0016	-0.0042	-0.013
O	0.012	-0.0059	0.006
O	-0.0025	-0.0083	0.0085
O	0.0006	0.0031	0.0126
O	-0.0069	-0.0079	0.0054
O	-0.0047	0.0022	0.0123
O	0.0002	-0.0131	0.0087
O	0.0092	-0.0227	-0.007
O	0.0072	0.0005	0.0051
O	0.009	0.0089	-0.0252
O	0.02	0.005	0.0069
O	0.0053	-0.0158	-0.0015
O	-0.0188	0.0236	0.0023
O	0.0047	0.0249	0.0021
O	-0.002	-0.0088	-0.0074
O	-0.0191	0.0027	0.0025
O	-0.0148	0.0165	0.0149
O	0.0226	-0.0136	-0.0038
O	-0.0294	0.0102	-0.0036
O	-0.0179	0.004	0.013
O	0.0106	0.0165	-0.0054
O	-0.0005	0.0041	0.0077
O	-0.0034	0.003	-0.02
O	0.0186	0.005	0.0122
O	0.0044	0.0034	-0.0115
O	-0.01	-0.0096	0.0163
O	0.0132	-0.0085	-0.0194
O	-0.0138	0.0103	0.0107
O	0.011	-0.02	-0.0026
O	0.0051	-0.0125	0.0007
O	0.0031	0.0078	-0.0258
O	0.0233	0.0069	-0.0096
O	-0.0055	0.0106	0.0008
O	-0.0098	0.0071	-0.0195
O	0.0074	-0.0242	0.007
O	0.01	0.0215	0.007
O	0.0064	0.002	-0.0096
O	0.0216	-0.0072	-0.0058
O	0.0023	-0.0155	-0.0013
O	-0.0141	-0.0058	0.0216
O	-0.0049	0.003	-0.002
O	0.003	-0.0016	0
O	0.0093	-0.0207	0.0178
O	-0.0106	0.0261	0.0101
O	0.0212	-0.004	-0.011
O	0.0105	0.0112	0.0138
O	-0.013	-0.0124	-0.0072
O	-0.013	-0.0245	0.0009
O	-0.0072	0.0124	-0.0189
O	-0.0123	-0.0076	-0.0154
O	-0.0121	0.0039	0.0226
O	-0.0043	0.009	-0.0108
O	-0.0216	0.0095	-0.0095
O	-0.014	-0.0045	0.0083

The program warned: the cutoff lies below the one the program advises for these potential files; the forces do not sum to zero within the program's tolerance; the exchange-correlation potential is rough where the density is thin.
